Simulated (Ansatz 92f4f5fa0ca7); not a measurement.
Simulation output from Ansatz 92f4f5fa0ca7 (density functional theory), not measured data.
Periodic cell of 189 atoms, Si117O72, from a study of silicon, its oxide and their interface. The atomic structure is a simulated model.

Settings
functional: r2SCAN
potential files: Ansatz norm-conserving
basis: plane waves
wave-function cutoff: 1300 eV
density cutoff ratio: 4
exchange-correlation grid ratio: 1
k mesh: 2 x 2 x 1, shifted by 0.5 0.5 0.5 of a step
self-consistency stop: 5e-08 eV per atom in the density residual
occupations: Fermi-Dirac, 0.05 eV
spin: none
net charge: 0

Cell vectors (angstrom)
a, 11.5403, 0, 0
b, 0, 11.5403, 0
c, 5.6602, 4.225, 24.8334

Atoms and the computed forces on them: element, x, y, z (angstrom), force x, y, z (eV/angstrom)
Si, 2.4991, 8.8315, -0.4175, -0.0095, -0.19, -0.233
Si, 2.6962, 2.3485, -0.7195, 0.1915, 0.2892, -0.0435
Si, 2.6713, 5.6615, -0.2785, 0.145, 0.0776, -0.3348
Si, 6.1648, 9.3779, -0.4894, -0.1619, -0.4665, -0.1568
Si, 6.8524, 1.7921, -1.0309, 0.085, 0.3448, 0.2122
Si, 6.4231, 6.29, -0.4448, -0.0537, 0.1004, -0.3338
Si, 10.1971, -2.3169, -0.6334, -0.1053, -0.4653, -0.2103
Si, 10.3307, 2.0064, -0.7341, 0.1147, -0.0937, -0.1431
Si, 10.56, 6.0989, -0.4408, 0.005, 0.248, -0.078
Si, 4.3665, -2.1152, 0.9512, -0.0308, -0.0844, -0.2829
Si, 4.7095, 1.9051, 0.4735, 0.1233, -0.0365, -0.3116
Si, 4.6146, 5.7761, 0.9868, 0.118, 0.0662, -0.3545
Si, 8.2621, -1.8733, 0.6822, 0.0133, -0.0087, -0.3117
Si, 8.4596, 1.9307, 0.6833, 0.0978, -0.0914, -0.051
Si, 8.4509, 5.7264, 0.6882, -0.0213, 0.0518, -0.3274
Si, 12.1225, -2.1157, 0.82, -0.0338, -0.0769, -0.2882
Si, 12.3084, 1.9236, 0.6301, -0.174, 0.0284, -0.1285
Si, 12.3148, 5.7499, 1.0636, -0.2861, -0.0527, -0.3139
Si, 4.5109, -0.007, 2.0032, -0.012, 0.1125, -0.0962
Si, 4.653, 3.7233, 2.0886, 0.079, -0.1377, 0.0057
Si, 4.5131, 7.6189, 2.3761, 0.002, -0.0009, 0.1991
Si, 8.3982, 0.0128, 2.0546, 0.069, -0.0214, 0.0457
Si, 8.3853, 3.8204, 2.0788, -0.1177, 0.0976, -0.0683
Si, 8.3646, 7.6727, 2.0943, 0.0956, 0.0582, -0.1784
Si, 12.2578, -0.0615, 2.0224, 0.0663, 0.0955, -0.2119
Si, 12.2292, 3.7281, 2.1826, -0.0363, -0.1295, 0.0411
Si, 12.1954, 7.6614, 2.3473, -0.0424, 0.0211, 0.1448
Si, 2.6192, -0.0248, 3.4369, 0.0516, 0.0974, -0.0076
Si, 2.6709, 3.7508, 3.4763, 0.0198, -0.0812, -0.1509
Si, 2.5843, 7.6339, 3.6661, -0.0641, 0.1843, 0.0273
Si, 6.4507, -0.0325, 3.4114, 0.0696, 0.0656, -0.0036
Si, 6.5192, 3.7806, 3.5007, -0.1199, -0.1019, -0.0395
Si, 6.5155, 7.6187, 3.5705, -0.0416, -0.039, -0.0451
Si, 10.3243, -0.0461, 3.4215, -0.0332, 0.0511, -0.0136
Si, 10.283, 3.7776, 3.4992, 0.094, -0.1072, -0.0095
Si, 10.2245, 7.6404, 3.5716, -0.0175, -0.027, -0.0994
Si, 2.614, -1.9181, 4.8816, 0.0517, -0.1268, 0.0233
Si, 2.6205, 1.8574, 4.8648, -0.041, -0.0538, -0.0256
Si, 2.6297, 5.6551, 4.9018, -0.0248, -0.0086, 0.0572
Si, 6.4955, -1.9456, 4.8257, 0.0158, 0.0195, -0.0997
Si, 6.4785, 1.8625, 4.8521, -0.0394, 0.0891, -0.0685
Si, 6.4993, 5.6676, 4.8959, 0.034, -0.0079, -0.0109
Si, 10.2848, -1.9409, 4.847, 0.0914, -0.0301, -0.0376
Si, 10.2951, 1.8452, 4.8481, -0.0272, -0.0454, -0.0404
Si, 10.3008, 5.691, 4.8827, -0.0753, 0.1369, 0.0074
Si, 4.5785, -1.9783, 6.1756, 0.0502, 0.0637, -0.048
Si, 4.5501, 1.8833, 6.2213, 0.0465, 0.0277, -0.0219
Si, 4.5676, 5.6737, 6.2468, -0.0406, 0.0153, 0.0159
Si, 8.388, 9.5653, 6.2243, 0.0009, 0.0748, 0.0465
Si, 8.3854, 1.8437, 6.2374, -0.0107, -0.0913, 0.0299
Si, 8.4092, 5.6589, 6.2632, -0.0433, -0.0829, 0.0785
Si, 12.2019, 9.6057, 6.2134, -0.0681, 0.0303, -0.0701
Si, 12.2163, 1.8553, 6.2179, 0.0835, 0.0551, -0.0404
Si, 12.233, 5.7116, 6.2487, -0.0071, -0.0926, 0
Si, 4.5456, -0.07, 7.5104, 0.0691, -0.1326, 0.0154
Si, 4.522, 3.7795, 7.6505, 0.0098, 0.0024, 0.2858
Si, 4.664, 7.6387, 7.5423, -0.1015, -0.0417, 0.0126
Si, 8.315, -0.0798, 7.5906, 0.2048, -0.0056, 0.1325
Si, 8.476, 3.7456, 7.6473, -0.1094, 0.1525, 0.1172
Si, 8.4059, 7.6103, 7.5724, 0.0937, -0.1489, -0.0098
Si, 12.1579, -0.0489, 7.6044, -0.0844, 0.0365, 0.0691
Si, 12.2176, 3.7699, 7.5891, 0.0929, 0.1116, 0.1206
Si, 12.2826, 7.6888, 7.5698, 0.0127, -0.0682, 0.0411
Si, 2.627, -0.0403, 8.8236, 0.0462, 0.1251, -0.2025
Si, 2.5241, 3.867, 9.0395, -0.0151, 0.0391, -0.2074
Si, 2.75, 7.8001, 8.8556, 0.0381, 0.0159, -0.1283
Si, 6.3856, -0.2219, 8.9458, -0.1191, -0.0835, 0.1723
Si, 6.5248, 3.7236, 8.9522, -0.1141, -0.15, -0.1892
Si, 6.5374, 7.5486, 9.0112, 0.1167, 0.0744, 0.0978
Si, 10.2001, -0.0189, 8.9899, -0.241, -0.04, -0.1367
Si, 10.4057, 3.7329, 9.0883, -0.0179, -0.1496, 0.1732
Si, 10.3364, 7.555, 8.9173, -0.0858, 0.1073, -0.1709
Si, 2.7402, 9.6958, 10.2689, 0.1227, -0.1384, 0.3473
Si, 2.3957, 1.7741, 10.2254, 0.1051, 0.0324, 0.1833
Si, 2.678, 5.9908, 10.2683, 0.1386, -0.1285, 0.1943
Si, 6.4175, 9.4069, 10.4701, 0.1673, 0.0299, 0.2718
Si, 6.3242, 1.7346, 10.1849, -0.0252, 0.041, 0.3333
Si, 6.64, 5.5934, 10.3648, -0.0003, 0.0515, 0.1469
Si, 10.1585, 9.4915, 10.1762, -0.0266, -0.001, 0.3993
Si, 10.1378, 1.8177, 10.5472, 0.0725, -0.0249, 0.3631
Si, 10.5621, 5.7177, 10.4026, 0.1124, -0.0233, 0.148
Si, 4.5456, 9.8222, 11.9594, -0.2515, -0.1923, 0.366
Si, 4.3449, 2.2787, 11.3878, 0.0343, 0.3182, -0.0777
Si, 4.615, 5.4714, 11.5703, -0.1823, -0.5416, 0.3971
Si, 8.3846, 9.7645, 11.8081, -0.013, 0.2075, -0.0376
Si, 7.9962, 1.3281, 11.7949, -0.0989, -0.0387, -0.1442
Si, 8.6337, 5.6936, 11.6643, 0.1217, 0.1239, 0.5492
Si, 0.645, 9.5578, 11.2488, -0.1742, 0.1007, 0.6466
Si, 0.5974, 1.0298, 11.6075, 0.011, -0.1506, 0.6803
Si, 0.9324, 6.5636, 11.7265, 0.2293, 0.4391, 0.554
Si, 5.1745, 4.2134, 16.7622, 0.0457, -0.2181, 0.1247
Si, 10.3181, 8.1848, 19.8438, 0.0583, 0.1564, -0.4945
Si, 5.5487, 0.966, 13.4533, -0.1295, 0.3077, 0.4234
Si, 11.7368, 3.8484, 21.8583, -0.0756, -0.2139, -0.4516
Si, 7.7767, 3.9364, 22.2786, 0.2317, -0.2034, -0.1187
Si, 4.8508, 8.0607, 19.4159, -0.0299, -0.0697, -0.3659
Si, 8.9922, 2.8097, 19.5032, 0.1154, -0.2478, -0.6241
Si, 9.4975, 2.7852, 15.7024, -0.1239, -0.0962, 0.3859
Si, 12.516, 10.1103, 19.6995, -0.0669, 0.2644, -0.3362
Si, 12.1795, 8.5352, 22.0609, -0.0263, 0.1855, -0.1347
Si, 4.66, 3.9258, 22.0374, -0.2248, -0.0489, -0.191
Si, 13.8275, 4.7426, 16.9789, -0.0348, -0.0087, 0.1321
Si, 5.3751, 11.226, 16.258, 0.1434, -0.0291, 0.5567
Si, 12.5495, 5.4089, 14.538, -0.1323, -0.0386, 0.4445
Si, 16.8384, 6.2837, 14.5008, -0.0221, -0.1494, 0.4948
Si, 11.7798, 1.5215, 19.9087, -0.034, -0.3898, -0.2868
Si, 4.1365, 8.8876, 15.0029, -0.0349, 0.1082, 0.5854
Si, 9.4222, 5.5031, 14.5832, 0.1567, -0.1873, 0.551
Si, 7.5611, 7.5332, 20.2257, -0.0239, 0.1345, -0.5647
Si, 4.0228, 5.1953, 19.3237, -0.061, 0.1229, -0.3258
Si, 12.0447, 2.3423, 14.3714, 0.1085, -0.1126, 0.2015
Si, 5.3843, 8.4982, 22.1041, -0.1523, 0.2508, -0.2569
Si, 7.1673, 1.7744, 17.1346, -0.0483, -0.1951, 0.0821
Si, 7.9689, 7.7276, 13.6676, -0.024, 0.1654, 0.4413
Si, 3.2035, 9.877, 17.467, -0.0991, 0.109, 0.136
Si, 9.7824, 5.4509, 19.8524, 0.0097, -0.0851, -0.7398
Si, 12.0201, 2.2793, 17.0894, 0.0992, -0.0765, 0.3085
O, 10.3995, 2.4296, 14.3908, 0.1472, 0.0657, 0.0318
O, 10.1128, 7.6076, -0.8724, 0.3379, 0.1587, 0.1426
O, 12.1629, 11.5523, 20.3943, 0.0009, -0.0799, -0.1082
O, 8.775, 6.9745, 14.8698, -0.1867, -0.0445, -0.6008
O, 6.4572, 7.841, -1.0163, -0.1078, -0.058, 0.4802
O, 5.2261, 4.88, 18.2559, -0.3207, 0.0065, 0.0499
O, 9.5713, 4.1977, 18.8265, -0.09, 0.0298, 0.5772
O, 12.561, 3.7864, 17.2016, 0.0742, -0.1259, -0.1025
O, 8.3735, 3.3237, 20.8924, -0.0834, 0.2916, 0.4975
O, 0.6435, 8.161, 12.1613, 0.1987, -0.5168, -0.6698
O, 17.9866, 7.2488, 13.8883, 0.1576, 0.0732, -0.1194
O, 6.2344, 4.2146, 21.9217, -0.0794, -0.0373, 0.0944
O, 2.6123, 7.2404, -1.0275, -0.0856, 0.0829, 0.5391
O, 1.9539, 10.2308, 18.4167, 0.013, -0.1206, 0.1318
O, 2.8568, 9.3691, 15.9387, 0.5445, -0.0155, -0.1171
O, 5.2238, 0.6911, 15.0089, 0.1999, -0.0527, -0.531
O, 4.0835, 8.6869, 18.1548, -0.0257, 0.0876, 0.074
O, 13.1327, 9.1396, 20.8646, -0.3516, -0.1041, 0.2589
O, 4.3881, 3.8918, 11.2534, -0.1382, -0.009, 0.2044
O, 4.1045, 11.2281, 17.2895, 0.0935, -0.2814, -0.3387
O, 10.687, 4.846, 21.0847, 0.0596, -0.1624, 0.2421
O, 5.2195, 11.2405, 12.4646, -0.0121, -0.1617, 0.2891
O, 8.1831, 9.3247, 13.4439, 0.0167, -0.3309, -0.6263
O, 13.3669, 5.8658, 15.8832, -0.1089, -0.3446, -0.3168
O, 7.0764, 1.5207, 13.1951, 0.0482, -0.2367, -0.2862
O, 8.6254, -0.165, 11.9866, -0.3879, 0.0638, 0.0105
O, 4.1028, 4.9026, 23.2021, 0.13, 0.2085, -0.0039
O, 4.444, 2.0698, 13.0168, 0.2557, -0.2862, -0.3179
O, 6.7946, 7.7887, 21.6462, -0.0984, 0.112, 0.0311
O, 0.5538, 10.9725, 12.1273, 0.0952, 0.3398, -0.7789
O, 10.4052, 2.3905, 16.997, 0.0928, 0.1192, -0.323
O, 5.4449, 9.7167, 15.6131, -0.3369, 0.0502, -0.1841
O, 10.9974, 5.8161, 14.6557, 0.0024, -0.1775, -0.2031
O, 7.8801, 2.1129, 18.5506, 0.1127, 0.1579, 0.0137
O, 7.2056, 3.1799, -1.8598, -0.197, -0.2816, 0.0205
O, 5.9524, 2.8115, 16.8696, 0.1126, 0.0472, -0.0568
O, 13.0919, 6.0079, 13.1543, -0.2757, 0.0755, -0.3595
O, 6.4242, 7.7531, 19.0633, -0.1005, -0.0139, 0.5046
O, 8.1802, 1.8854, 15.8736, 0.0547, 0.1852, 0.0606
O, 3.9915, 9.1195, 13.3941, 0.3466, 0.3247, -0.7341
O, 15.8465, 7.3004, 15.2843, 0.1365, 0.0258, -0.3725
O, 12.683, 3.8111, 14.4307, -0.0458, 0.1006, -0.0464
O, 8.2925, 6.0659, 20.2318, 0.1267, 0.1354, 0.2184
O, 8.3514, 5.3423, 22.9312, -0.0711, 0.3237, 0.1844
O, 4.2148, 6.6653, 19.9377, 0.1496, 0.0373, -0.0392
O, 8.4878, 7.2595, 12.1876, -0.0656, -0.145, 0.161
O, 2.7207, 4.0823, -1.0045, -0.1231, -0.2883, 0.2611
O, 12.5413, 1.5508, 15.7251, -0.309, 0.4863, -0.182
O, 8.7473, 8.6023, 19.8891, 0.0953, -0.4085, 0.2596
O, 11.3381, 5.59, -1.813, -0.1682, -0.2034, 0.2001
O, 11.7113, 9.7333, 23.0117, 0.1789, -0.1988, 0.0603
O, 2.6343, 5.289, 18.4703, 0.3185, -0.1472, -0.134
O, 8.876, 4.9192, 13.1466, -0.1321, 0.3035, -0.6937
O, 4.6056, 5.5725, 13.2282, 0.0502, 0.2278, -0.5963
O, 6.634, 0.2302, 17.1397, -0.2386, 0.1663, -0.293
O, 10.8396, 7.9438, 21.3658, 0.0772, 0.0948, -0.0119
O, 12.4447, 1.5034, 18.4209, -0.2335, 0.2189, 0.0735
O, 7.1032, 0.6139, -2.1896, -0.2669, 0.3195, 0.4266
O, 10.1642, 1.7173, 19.8131, 0.1647, 0.2669, 0.1132
O, 3.6009, 3.9434, 16.4224, -0.0068, 0.3012, 0.1248
O, 10.2495, -1.7849, -2.2093, 0.0901, 0.2385, 0.4031
O, 11.1647, 2.9081, 23.0631, 0.3068, 0.05, 0.1353
O, 17.3428, 5.1759, 15.601, -0.1963, 0.2099, -0.2945
O, 4.7097, 9.0302, 20.7072, 0.2909, -0.4234, 0.3845
O, 12.3793, 2.764, 20.7871, -0.2128, 0.3201, 0.3252
O, 3.9805, 4.1421, 20.5599, 0.2081, 0.038, 0.445
O, 1.0323, 1.7051, 13.029, -0.195, -0.0997, -0.2488
O, 2.3625, 10.0178, -1.5364, 0.0471, 0.0902, -0.2656
O, 11.1568, 9.3778, 19.1375, 0.1199, -0.1113, 0.4441
O, 10.4079, 3.2264, -1.8376, 0.0344, -0.2169, 0.1733
O, 10.5229, 6.7201, 19.1133, -0.2903, 0.0247, 0.5777
O, 9.0684, 4.358, 15.6864, 0.2084, 0.0757, -0.3946

Results
free energy: -47206.014 eV
free energy less fixed offsets of O -463.61, Si -117.95 eV per atom: -25.944 eV
pressure: -1.16 GPa
stress xx, yy, zz, yz, xz, xy (GPa, positive in tension): 0.2, 1.43, 1.84, -0.25, 0.05, -0.49

The program warned: the forces do not sum to zero within the program's tolerance.
